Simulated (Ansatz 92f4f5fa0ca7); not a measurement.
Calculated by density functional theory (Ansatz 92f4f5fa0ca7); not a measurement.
Periodic cell of 297 atoms, Si195O102, from a study of silicon, its oxide and their interface. The atomic structure is a simulated model.
Doubt: the cutoff is far below the 930 eV that the study's wrapper takes by default for these files, so forces and energies are approximate.
This geometry differs little from another in the collection (a relaxation step or a small displacement).

Settings: functional PBE; potential files Ansatz PAW; basis plane waves; wave-function cutoff 580 eV; density cutoff ratio 5; exchange-correlation grid ratio 1; k mesh 1 x 1 x 1, Gamma-centred; self-consistency stop 5e-08 eV per atom in the density residual; occupations fixed; spin none; net charge 0.

Cell vectors (angstrom)
a  11.6015  0  0
b  0  10.938  0
c  0  0  41.2518

Atoms and the computed forces on them: element, x, y, z (angstrom), force x, y, z (eV/angstrom)
Si  0  0  0.9665  -0.0142  0.065  0.0049
Si  3.8672  0  0.9665  0.0064  0.0726  0.0012
Si  7.7343  0  0.9665  0.0174  0.0605  -0.0263
Si  1.9336  1.3673  0.9665  0.0059  -0.0864  0.0133
Si  5.8008  1.3673  0.9665  -0.0109  -0.0338  0.0285
Si  9.6679  1.3673  0.9665  -0.0048  0.0231  0.0048
Si  0  5.469  0.9665  -0.0122  -0.0254  0.0047
Si  3.8672  5.469  0.9665  0.0102  0.0327  -0.0093
Si  7.7343  5.469  0.9665  -0.0059  0.0284  0.0062
Si  1.9336  6.8362  0.9665  -0.0004  -0.1252  -0.0155
Si  5.8008  6.8362  0.9665  -0.0112  -0.0177  -0.0164
Si  9.6679  6.8362  0.9665  0.0242  -0.0092  0.0162
Si  1.9336  2.7345  40.2848  0.0578  0.1143  -0.0443
Si  5.8008  2.7345  40.2848  -0.0051  0.0039  0.0406
Si  9.6679  2.7345  40.2848  0.0271  -0.0412  0.0721
Si  0  4.1018  40.2848  -0.0267  0.0232  0.0142
Si  3.8672  4.1018  40.2848  0.0096  -0.022  0.0278
Si  7.7343  4.1018  40.2848  0.0483  -0.0251  0.0065
Si  1.9336  8.2035  40.2848  0.0178  0.167  -0.0623
Si  5.8008  8.2035  40.2848  0.0273  0.0561  -0.0381
Si  9.6679  8.2035  40.2848  0.0176  -0.0504  0.0672
Si  0  9.5708  40.2848  0.0266  -0.0711  -0.0327
Si  3.8672  9.5708  40.2848  0.067  -0.0605  0.0029
Si  7.7343  9.5708  40.2848  0.0354  -0.1413  -0.0814
Si  0  0  4.8337  0.0538  -0.0627  0.2384
Si  3.8672  0  4.8337  -0.2226  0.0552  0.1765
Si  7.7343  0  4.8337  -0.1116  0.3473  -0.4979
Si  1.9336  1.3673  4.8337  -0.0319  -0.1531  0.117
Si  5.8008  1.3673  4.8337  0.0371  -0.1024  0.2815
Si  9.6679  1.3673  4.8337  -0.1822  -0.0492  -0.2004
Si  0  5.469  4.8337  0.1327  0.1943  -0.354
Si  3.8672  5.469  4.8337  -0.1423  -0.1794  0.1227
Si  7.7343  5.469  4.8337  -0.1375  -0.0072  0.1397
Si  1.9336  6.8362  4.8337  -0.0172  -0.0384  0.251
Si  5.8008  6.8362  4.8337  0.0586  0.1457  -0.0751
Si  9.6679  6.8362  4.8337  -0.1798  -0.106  0.0539
Si  1.9336  2.7345  2.9001  -0.0502  0.1418  0.0869
Si  5.8008  2.7345  2.9001  -0.0758  0.103  0.0629
Si  9.6679  2.7345  2.9001  0.0278  -0.0132  -0.0091
Si  0  4.1018  2.9001  -0.0295  0.0482  -0.0802
Si  3.8672  4.1018  2.9001  0.0235  0.0118  -0.0642
Si  7.7343  4.1018  2.9001  -0.0188  -0.0691  0.0369
Si  1.9336  8.2035  2.9001  0.0094  0.132  0.0486
Si  5.8008  8.2035  2.9001  -0.0319  -0.0444  -0.0704
Si  9.6679  8.2035  2.9001  -0.0245  0.0119  -0.0404
Si  0  9.5708  2.9001  -0.0449  -0.0842  0.0289
Si  3.8672  9.5708  2.9001  -0.0047  -0.089  0.0212
Si  7.7343  9.5708  2.9001  -0.022  -0.0532  0.0301
Si  -3.6512  -2.1859  22.9035  -0.0031  0.0013  -0.0006
Si  -0.3539  3.8779  32.7818  -0.0106  -0.0062  0.0064
Si  3.2849  5.2469  24.6329  -0.0019  -0.0012  -0.0009
Si  -2.6956  3.544  33.1778  0.0149  -0.0187  0.0001
Si  2.0262  -3.947  31.992  0.0016  -0.0089  0.0165
Si  12.0243  0.6019  30.9353  0.0162  0.0166  0.0331
Si  3.3927  3.1527  22.1427  0.0004  -0.0003  -0.0004
Si  0.8617  5.0831  31.0703  0.0069  -0.0085  0.0025
Si  5.8537  6.4052  26.213  0.0026  -0.0067  -0.0023
Si  -2.4562  10.8839  30.0317  -0.0136  -0.0049  -0.0137
Si  4.7182  9.7223  32.2888  -0.0086  0.0091  -0.0135
Si  10.3348  8.8932  33.1252  -0.0031  -0.0074  0.0089
Si  -3.2965  5.5155  29.2292  -0.0026  -0.008  -0.007
Si  10.6367  2.629  24.0828  -0.0041  -0.0044  0.0013
Si  11.2213  6.7864  29.8151  -0.0124  -0.0028  -0.0246
Si  0.2682  8.4553  31.4178  0.0016  0.0134  -0.0033
Si  7.4994  8.2306  25.8051  0.0028  0.0021  -0.0015
Si  12.1944  1.6029  33.0487  0.0475  -0.0272  -0.005
Si  6.1718  6.5669  31.1061  0.012  -0.052  0.0002
Si  4.8621  12.8221  31.3331  0.0097  -0.0011  0.0017
Si  8.3929  9.857  32.2534  -0.0049  0.0016  -0.0179
Si  -4.2763  14.6673  31.4354  -0.0033  0.0039  -0.011
Si  4.0571  7.7139  30.9397  0.0274  0.0143  0.0018
Si  7.6946  12.2214  27.7249  -0.0005  -0.0006  0.0035
Si  -0.5332  -0.0705  34.3568  -0.0119  0.0502  -0.0405
Si  3.9536  -0.2333  34.4098  0.0024  -0.0055  0.0008
Si  7.637  0.1346  34.2801  -0.0527  0.0222  0.026
Si  2.5471  1.6726  34.2802  -0.0109  -0.0034  -0.0242
Si  5.6573  1.4146  34.5441  0.0214  -0.0118  -0.0202
Si  9.3562  1.5971  34.5846  -0.0307  -0.0191  0.0196
Si  0.1691  5.3903  34.5481  -0.0043  -0.0004  -0.0065
Si  4.2107  5.2172  34.3733  0.0015  0.0051  -0.0089
Si  8.1438  5.4293  34.514  -0.0039  0.0037  -0.0029
Si  2.2072  6.5549  34.3178  0.0013  0.0029  -0.0034
Si  6.1382  6.7403  34.4102  -0.0078  -0.0213  -0.027
Si  9.9795  6.9607  34.5754  0.0029  0.0087  -0.0022
Si  2.0774  2.7129  36.3948  0.0008  -0.0008  0.0026
Si  5.8982  2.7331  36.479  0.0062  0.004  -0.0058
Si  9.7406  2.7928  36.5332  -0.0124  -0.0004  -0.0013
Si  0.1183  4.0628  36.4624  0.0023  0.0016  -0.0025
Si  3.9983  4.1094  36.4626  -0.0029  -0.0009  -0.0013
Si  7.8403  4.1357  36.4698  0.0028  -0.0036  0.0019
Si  1.9915  8.1099  36.2678  0.0024  -0.0051  -0.007
Si  5.9034  8.1245  36.3604  -0.0066  0.0102  0.0137
Si  9.7428  8.2922  36.4755  -0.0049  -0.0046  -0.0013
Si  0.0812  9.6568  36.3543  0.0036  -0.0086  0.013
Si  3.9199  9.4535  36.3928  0.0037  0.0039  -0.0032
Si  7.7566  9.6193  36.2957  0.0125  0.0138  -0.0114
Si  0  0  38.3512  0.2254  0.0861  -0.0723
Si  3.8672  0  38.3512  0.0202  -0.2471  -0.396
Si  7.7343  0  38.3512  -0.0771  -0.0172  -0.4516
Si  1.9336  1.3673  38.3512  0.121  -0.1254  -0.1297
Si  5.8008  1.3673  38.3512  0.2389  -0.1578  0.364
Si  9.6679  1.3673  38.3512  0.0306  -0.259  0.362
Si  0  5.469  38.3512  0.2262  -0.0314  0.1679
Si  3.8672  5.469  38.3512  0.0944  0.2706  0.1446
Si  7.7343  5.469  38.3512  -0.1093  0.2494  0.4356
Si  1.9336  6.8362  38.3512  -0.1321  -0.009  -0.466
Si  5.8008  6.8362  38.3512  0.1445  -0.0217  0.0127
Si  9.6679  6.8362  38.3512  -0.0078  0.1434  0.0606
Si  1.837  2.624  6.8529  -0.0007  -0.0004  0.0007
Si  5.736  2.6845  6.8405  0.0032  -0.0023  0.0025
Si  9.5971  2.781  6.7058  -0.0012  0.0011  -0.001
Si  -0.0588  4.07  6.6817  -0.0001  0.0045  0.0058
Si  3.7922  4.0169  6.7449  -0.0016  0.0056  0.0048
Si  7.6389  4.1105  6.7973  -0.0017  0.0025  0.0018
Si  1.8729  8.1315  6.8556  0  -0.0061  -0.0005
Si  5.744  8.2949  6.7048  0.0045  0.0028  -0.0052
Si  9.5743  8.2686  6.7091  -0.0026  -0.0048  -0.0001
Si  -0.048  9.5195  6.7824  -0.001  0.003  -0.0037
Si  3.7879  9.5774  6.8006  -0.0045  0.0062  0.0004
Si  7.6895  9.7117  6.7823  0.0015  0.0051  -0.0002
Si  -0.2005  -0.1569  8.7676  0.0005  0.0008  0.0023
Si  3.823  -0.0834  8.8411  0.0059  -0.0046  0.0014
Si  7.7533  0.2028  8.737  0.0034  -0.0026  -0.0012
Si  1.8055  1.1483  8.8279  -0.0047  -0.0023  -0.0023
Si  5.7235  1.4291  8.9291  -0.0029  0.0012  -0.0061
Si  9.7908  1.5418  8.6696  -0.0066  -0.0087  -0.0121
Si  0.0984  5.0984  8.7465  -0.0082  0.0011  -0.0181
Si  3.7865  5.3805  8.6449  0.0019  -0.0177  -0.0067
Si  7.4295  5.5712  8.6683  0.0102  -0.0068  -0.0019
Si  1.8977  6.6582  8.7892  -0.012  0.0051  0.0042
Si  5.5677  6.9153  8.5743  0  -0.004  -0.0065
Si  8.8853  7.3905  8.755  -0.0011  -0.0002  -0.0079
Si  0.171  -1.9088  14.7209  0.0011  0.0067  -0.0008
Si  10.9689  3.2024  10.0548  0.008  0.0162  0.0145
Si  6.1819  2.1384  13.0482  0.0081  -0.0092  0.0128
Si  -1.4187  6.9373  13.5059  -0.0007  0.0257  -0.0067
Si  7.5127  1.2279  16.5892  -0.0042  0.0017  0.0056
Si  2.1606  7.6217  10.9912  0.0053  -0.0037  0.001
Si  2.2536  3.6356  17.1805  0.0159  -0.0092  0.0178
Si  3.5107  4.0523  10.6044  -0.0097  0.0088  0.0034
Si  11.4088  7.771  11.5491  -0.0037  0.0099  0.011
Si  -3.941  10.6988  13.861  0.0008  0.0053  0.0026
Si  1.1626  4.1333  14.1685  0.0486  0.0272  0.0421
Si  3.2263  5.7713  12.1897  0.0027  0.0024  -0.0121
Si  -1.0156  -0.0108  12.7802  -0.001  -0.0032  0.0062
Si  3.8351  -1.4633  10.8116  0.0002  0.0045  0.0028
Si  5.8262  -2.7544  10.5433  0.0027  0.0122  0.0205
Si  1.5884  2.5716  10.6889  0.0124  -0.0058  0.0028
Si  7.1729  4.7649  10.8925  -0.0047  0.0027  0.0018
Si  10.3303  -1.1914  10.7382  0.0045  -0.0048  0.0033
Si  -3.2045  3.6214  14.9669  -0.0075  -0.0074  0.0133
Si  9.5264  4.48  11.4613  0.0038  0.0013  -0.0043
Si  5.3522  7.4383  16.1281  0.0046  -0.0019  0.0066
Si  -1.2796  4.5913  13.7175  -0.0146  -0.0171  -0.0078
Si  10.3266  6.2914  10.1461  -0.0045  -0.0058  -0.0016
Si  5.9736  5.4281  18.5158  -0.0058  -0.0029  0.0008
O  17.9733  8.3399  22.7256  0.0035  0.0002  -0.0015
O  -7.7554  -7.3399  16.7364  -0.0102  0.0018  -0.0043
O  13.8471  27.0872  13.4639  -0.0152  -0.0151  0.0031
O  40.2538  19.8613  16.7767  -0.001  -0.0052  -0.0069
O  15.6538  32.2172  26.2985  0.0003  -0.0003  -0.0013
O  -9.9055  2.151  17.6493  -0.0002  0.0033  -0.0036
O  8.769  30.4727  26.8212  -0.0022  -0.0009  -0.004
O  16.0121  13.4279  18.9277  -0.0008  -0.0025  0.0009
O  -21.5365  -11.6717  21.9512  -0.0016  -0.0001  -0.0009
O  10.4184  -10.1102  30.5948  0.0011  0.0044  0.0014
O  -7.6713  -10.163  24.1224  -0.0013  0.001  -0.0015
O  -28.5065  15.9573  31.7291  -0.0005  0.0141  0.0105
O  -15.585  -16.3453  18.5271  0.0077  0.0011  -0.0028
O  -17.044  0.778  27.4149  -0.0007  0.0016  -0.0031
O  4.7039  16.9619  25.0486  0.0006  0.0031  -0.0021
O  19.9056  -11.518  22.9461  0.0002  0.0004  -0.0014
O  5.1892  10.5137  22.1474  0.0003  0.0018  0.0004
O  12.9353  -20.5025  29.8154  0.0041  0.0061  -0.0213
O  -30.0602  10.9181  18.2396  -0.0007  -0.0008  -0.0008
O  -1.7139  4.2042  17.786  0.0012  0.0021  -0.0034
O  22.8615  9.8365  23.6473  -0.0014  0.0003  -0.0027
O  10.9599  -7.4401  22.6911  0  0.0004  -0.001
O  -4.5706  -4.4533  29.6713  -0.0125  0.0154  0.0037
O  -21.0263  -8.9271  22.1411  -0.0016  -0.0003  -0.0014
Si  0.6724  -9.8534  18.3874  -0.0015  -0.0006  -0.0007
Si  2.0404  -10.2587  21.1631  0.0018  0.0008  -0.0022
Si  12.4487  9.8012  17.415  0.0007  0.0016  0.0034
Si  22.66  4.462  21.354  -0.0007  0.0019  -0.0024
Si  21.679  -3.4538  20.876  -0.0026  0.0004  -0.001
Si  2.3697  2.6182  29.6267  0.0054  -0.001  0.0027
Si  5.1425  11.8938  23.0521  -0.0008  -0.0019  -0.0028
Si  19.4144  12.3627  20.2058  -0.0027  -0.001  -0.0012
Si  2.3122  -5.8966  20.0742  0.0031  0.0029  -0.001
Si  5.5173  21.2082  26.9915  -0.0025  0.0019  -0.0014
Si  14.553  8.8544  15.4845  0.0015  0.0011  0.0035
Si  -9.6728  4.2188  27.1234  -0.0069  0.0061  -0.0139
Si  -10.9865  -1.8809  22.5675  0.0017  0  0.0016
Si  18.2438  8.3097  32.5799  -0.0088  0.0146  0.0075
Si  -7.2584  8.022  28.5561  -0.0134  0.0109  -0.0264
Si  -25.9841  5.383  17.4196  -0.0081  0.0011  0.0051
Si  15.9656  7.3293  20.4075  0.0022  -0.0012  0.0042
Si  -8.2093  -0.6059  24.8147  0.0004  0.0003  -0.0015
Si  10.8916  4.4472  25.5365  0.0005  0.0019  0.0163
Si  -3.502  4.4783  27.1296  0.0002  0.0055  -0.0079
Si  0.1895  -0.2116  24.928  0.0016  0.0001  -0.0014
Si  -17.8488  -1.516  18.3037  -0.0003  0.001  0.0007
Si  -6.7402  8.9113  22.4758  -0.0054  -0.0025  -0.0085
Si  -10.2563  6.6581  24.5558  0.0001  -0.0004  -0.0019
Si  -1.4405  -2.9139  18.4549  -0.0006  0.0028  0.0045
Si  -21.5563  -3.7474  27.5655  0.0012  0.0023  -0.0101
Si  7.0315  7.6217  13.5954  0.0057  0.0079  0.0186
Si  28.8233  13.8805  10.8571  0.0023  0.0031  -0.0022
Si  9.8939  -7.9732  18.8263  -0.0006  -0.0021  -0.002
Si  1.234  2.062  12.9693  -0.0143  -0.0314  0.0007
Si  4.7123  11.9567  19.4889  -0.001  0.0013  -0.0029
Si  15.3202  0.2876  13.5814  0.0094  -0.0015  -0.0016
Si  16.7584  3.2785  17.7071  0.0042  0.0048  0
Si  -2.0045  9.9867  27.1599  -0.0029  0.0017  0.0017
Si  8.0831  1.0295  23.156  -0.0029  -0.0002  -0.0027
Si  -5.8824  -15.4821  12.0865  -0.0055  -0.0099  -0.0077
Si  8.0552  9.1964  10.0401  -0.0045  0.0004  0.0062
Si  -7.3223  13.9132  33.3428  0.0121  0.0036  0.0074
Si  -15.0422  10.3918  18.3206  -0.001  0.0007  -0.0029
O  -0.6239  -0.7188  26.2753  -0.0013  -0.0008  -0.0021
O  -16.9778  -20.761  20.1039  0.0008  0.0004  -0.0013
O  4.4302  -24.3064  19.2716  0.0001  0.0034  -0.0036
O  -39.5159  -23.3498  18.8272  0.0012  0.0002  -0.0007
O  2.3827  -7.9623  28.0427  0.0004  -0.0017  0.0015
O  -0.9663  -3.0666  14.8023  -0.001  -0.0072  -0.0036
O  -16.7085  31.4151  25.8902  -0.0007  0.0013  -0.0034
O  1.2961  -3.1766  23.3335  -0.0012  0.002  -0.0031
O  -19.4615  -0.8483  14.7534  -0.0018  0.0024  -0.0031
O  2.8687  4.1665  25.8015  -0.0048  0.0031  0.0039
O  24.5784  7.4744  25.9853  -0.0001  0.0016  0.0021
O  -20.3028  6.5702  20.278  -0.0035  -0.0023  -0.0018
O  -7.6926  -1.8886  23.8628  -0.0013  0.0024  0.0012
O  15.5055  10.5123  12.1196  -0.0025  0.0003  0.0002
O  34.9372  -13.3495  18.2212  0.0018  0.0014  -0.0041
O  8.1729  1.8105  21.7238  0.0006  0.0013  0
O  8.6707  -10.822  19.7428  0  -0.0002  -0.0006
O  -22.8755  4.101  26.7752  0.0018  0.003  -0.0127
O  11.6225  -22.7947  16.0068  -0.0003  -0.0038  -0.0059
O  -25.625  -9.0972  24.0439  0.0012  0.0015  -0.0021
O  -2.19  -6.12  26.1763  0.003  -0.0023  -0.0032
O  -2.9635  2.2803  15.9357  0.0053  0.007  -0.0063
O  32.494  21.6282  13.7766  -0.0069  0.001  -0.0077
O  2.3903  -34.4213  16.9758  0.0006  -0.0023  -0.0042
O  6.9596  9.2736  13.4975  0.0019  0.0001  -0.0051
O  -7.7205  13.1323  30.0529  -0.0163  0.0083  -0.0045
O  3.8811  -14.3768  15.4263  -0.0016  0.0024  -0.0019
O  -5.3615  -8.6967  16.9923  0.0017  -0.0035  -0.0023
O  3.4012  15.2194  23.3144  -0.0004  0.0002  -0.0015
O  28.1636  -10.7074  31.4542  0.0005  -0.0042  0.0039
O  -2.8917  0.3854  26.8043  -0.0004  0.0001  -0.0065
O  30.4042  -21.0007  12.7514  -0.0032  0.0004  0.0022
O  0.2578  18.299  28.3921  -0.0068  -0.003  0.0128
O  -0.0223  5.6904  24.6506  -0.0014  -0.0008  -0.0037
O  48.474  37.4844  18.4795  -0.0028  0.0002  -0.0037
O  18.1836  1.2088  23.7858  0.0011  0.0001  -0.0011
O  15.0852  -21.3695  20.4205  -0.0009  0.0002  -0.0008
O  19.8973  26.0509  30.1867  -0.0011  -0.001  0.0042
O  -6.5805  -4.0832  27.5755  -0.0028  0  0.0078
O  9.6643  -4.5551  29.4766  0.0146  0.0098  0.0035
O  9.3044  9.3229  17.8837  0.0006  -0.0014  -0.0004
O  -12.4617  -9.2415  18.2269  -0.0006  0.0007  -0.0013
O  5.2811  9.3672  28.3442  -0.0003  -0.0032  0.0027
O  -14.9144  -13.7684  24.3654  0.0006  0  -0.0008
O  13.0359  -6.8311  15.824  -0.0235  0.0043  -0.0506
O  -4.455  22.0736  15.3538  0.002  -0.0053  -0.0082
O  -21.2962  3.9489  30.444  -0.0024  -0.0035  -0.0051
O  -6.1303  28.0287  19.9376  -0.0003  0.0003  -0.0022
O  14.3938  8.2419  28.0427  -0.0002  0.0028  -0.002
O  -41.5463  -9.4781  13.8048  -0.0052  -0.0025  -0.0035
O  -18.4022  -8.6226  22.2083  -0.0001  0.0005  -0.0023
O  -12.6215  14.3894  20.1933  -0.0008  -0.0013  -0.0023
O  6.7152  15.9548  26.4193  -0.0005  0  -0.0001
O  13.39  10.3941  25.0644  -0.0026  0.0004  -0.0023
O  13.2466  19.2787  14.6587  -0.0012  -0.0019  -0.0025
O  0.9746  4.9366  20.9977  0.0007  -0.0005  -0.0008
O  -3.5325  44.7082  29.2979  -0.005  0.0028  -0.003
O  3.3555  14.926  20.7487  -0.0012  0.0002  -0.0011
O  0.0489  1.3883  24.5405  -0.001  0.0011  -0.0034
O  -9.3423  1.001  13.6935  -0.0071  0.0153  -0.0008
O  20.364  51.7975  21.6853  0.0008  -0.0001  -0.0021
O  -35.0507  8.4146  21.3501  -0.0022  0.0001  -0.0024
O  23.3422  -1.0173  13.3733  0  -0.0055  0.001
O  7.0386  -7.6983  14.0197  -0.0004  0.0028  -0.0134
O  -6.2342  28.1812  17.2727  -0.0011  0.0063  -0.0056
O  -10.6749  -9.962  20.0141  -0.0019  0.0008  0
O  -0.3474  1.4867  13.0038  0.0041  0.0159  -0.0019
O  6.6034  -14.6617  15.1308  -0.0054  0.0014  -0.0202
O  0.7954  42.7549  30.8401  0.0003  -0.0141  -0.0121
O  19.7322  4.922  15.9897  0.0057  -0.0028  -0.0092
O  -12.9931  -5.0563  21.3368  -0.0014  0.0014  -0.0007
O  31.7807  18.1755  13.2542  0.006  -0.0084  -0.002
O  -3.7018  2.8561  27.3573  -0.0012  -0.0003  -0.0048
O  6.3747  13.402  31.0002  -0.0041  -0.0078  -0.0047
O  2.1816  16.6013  27.8568  -0.0026  -0.0061  -0.0003
O  -1.8134  9.9383  28.8072  0.0014  -0.0049  -0.003
O  -36.7101  -4.1712  17.4797  0.0003  -0.0019  -0.0058
O  8.3189  -8.339  19.1725  0.0007  0.0008  -0.0004

Results
free energy: -181956.668 eV
free energy less fixed offsets of O -568.88, Si -635.61 eV per atom: 13.042 eV

The program warned: the cutoff lies below the one the program advises for these potential files; the forces do not sum to zero within the program's tolerance; the exchange-correlation potential is rough where the density is thin.
